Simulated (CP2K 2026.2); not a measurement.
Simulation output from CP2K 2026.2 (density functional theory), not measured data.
Periodic cell of 1182 atoms, Si850O332, from a study of silicon, its oxide and their interface. The atomic structure is a simulated model.
Doubt: the forces sum to 2.72 eV/angstrom along one axis rather than to zero, so they err by at least 0.0023 eV/angstrom per atom on average; the grid cutoff is modest.

Settings: functional PBE; method Gaussian and plane waves; basis set DZVP-MOLOPT-SR-GTH; pseudopotentials GTH-PBE; grid cutoff 350 Ry, relative cutoff 50 Ry; k points Gamma only; occupations fixed; spin none; net charge 0.

Cell vectors (angstrom)
a	16.4025	0	0
b	0	32.805	0
c	0	0	40.137

Atoms and the computed forces on them: element, x, y, z (angstrom), force x, y, z (eV/angstrom)
Si	0.2478	32.6071	0.1214	-0.0209	0.0467	-0.2131
Si	2.5472	3.0295	0.0456	0.0811	-0.1843	0.2697
Si	0.1261	4.9164	39.9679	0.1815	0.0719	0.5487
Si	2.2047	8.7215	40.0907	-0.1018	0.004	0.2597
Si	16.3759	10.9502	40.0511	-0.0771	-0.0765	-0.1445
Si	2.5397	13.7654	0.3445	-0.0163	-0.0128	-0.5812
Si	0.5089	16.0289	39.9704	-0.0018	-0.1176	-0.142
Si	2.8533	18.6936	0.0009	-0.025	-0.0593	-0.2861
Si	15.8627	21.9146	39.9619	0.0131	-0.1616	-0.1661
Si	2.3423	24.6616	39.9118	0.0028	0.0425	0.0894
Si	0.1353	26.9923	40.0091	0.1594	-0.0337	0.3495
Si	2.5229	30.3618	0.3299	0.0982	-0.0318	-0.0348
Si	5.9278	32.3353	0.2199	0.0627	-0.2187	-0.2045
Si	8.6146	2.3421	40.0151	-0.2271	-0.2927	0.0709
Si	5.662	5.3927	39.8065	-0.0791	-0.0104	0.3515
Si	8.5475	8.2482	39.9115	0.0973	0.2275	0.2997
Si	4.6284	11.4675	0.0158	-0.1533	-0.0628	-0.1511
Si	7.885	13.1926	39.6072	-0.2614	0.0634	0.4402
Si	5.1916	16.6788	0.1194	0.0873	-0.0964	-0.2499
Si	7.4015	19.4785	0.0058	0.4946	-0.2881	-0.1494
Si	5.347	21.8308	39.9545	0.0798	-0.0993	-0.0986
Si	8.0283	24.6399	0.3083	0.0754	0.0071	-0.3746
Si	5.7916	26.783	40.0172	0.022	0.2435	-0.2312
Si	8.0195	30.1293	0.6523	-0.0382	-0.0089	-0.5695
Si	10.6404	32.7108	0.4684	-0.0864	0.0542	0.1432
Si	13.4822	2.7144	0.3598	0.0474	-0.241	0.0424
Si	10.5827	5.7991	39.9329	-0.0217	0.0984	0.3499
Si	13.4824	8.3357	0.3209	-0.0626	-0.0653	-0.0484
Si	11.3003	10.5026	40.0478	0.2087	0.0844	0.1219
Si	13.2791	13.9513	39.9508	-0.1109	-0.0066	-0.0697
Si	11.0294	16.0355	0.1004	-0.0235	-0.0671	-0.0827
Si	13.2942	19.2399	39.8625	0.1301	-0.0942	-0.1153
Si	10.0394	22.2695	39.8662	0.0045	0.2632	0.3886
Si	13.7868	24.3473	40.1093	-0.0911	0.262	-0.1721
Si	10.1698	28.016	0.2516	-0.0259	0.1514	-0.4417
Si	13.5576	30.3199	0.4253	0.1435	-0.0898	-0.1341
Si	1.482	1.3553	1.4117	-0.0473	-0.0107	-0.3868
Si	4.2797	4.182	1.2206	-0.1662	-0.0719	-0.3015
Si	1.2036	6.9217	1.1675	-0.1781	-0.0515	-0.68
Si	3.7814	9.7491	1.3827	0.0214	-0.0849	-0.2015
Si	1.1072	12.3669	1.4683	0.0458	-0.2883	-0.1703
Si	4.0274	15.0906	1.4729	0.164	0.3553	-0.2042
Si	1.3269	17.5982	1.3996	0.0602	0.1472	-0.1199
Si	3.9044	20.4766	1.1806	0.1379	-0.0614	-0.1745
Si	1.1895	23.0409	1.0966	-0.1125	0.268	-0.0827
Si	4.0277	25.7785	1.1683	-0.2144	0.148	-0.1673
Si	1.3088	28.6087	1.3331	-0.2261	0.0123	-0.2441
Si	4.208	31.405	1.5771	-0.1867	0.0254	-0.2055
Si	6.8961	1.371	1.3536	-0.032	-0.1274	-0.4749
Si	9.5057	4.193	1.2129	0.1394	-0.1415	-0.4225
Si	6.8479	6.9836	1.0435	0.1111	-0.0295	-0.2477
Si	9.6032	9.611	1.3764	0.1029	-0.1022	-0.3581
Si	6.5326	12.334	1.1959	-0.1012	-0.0639	-0.0606
Si	9.2596	14.8054	1.0522	0.1631	-0.0382	-0.2395
Si	6.5475	17.8794	1.5305	0.2258	0.1435	-0.1764
Si	9.2602	20.5106	1.1594	-0.1728	-0.0085	-0.107
Si	6.5701	23.1891	1.387	-0.0349	0.0473	-0.135
Si	9.429	26.0778	1.4849	0.1005	0.2029	-0.0737
Si	6.6228	28.5066	1.4882	-0.1556	-0.1219	-0.2761
Si	9.4719	31.3749	1.9417	-0.0773	-0.0096	-0.2291
Si	12.2325	1.2666	1.6647	-0.0618	-0.1671	-0.3804
Si	15.0311	4.0266	1.4899	-0.1754	-0.0916	-0.4362
Si	12.1374	6.8064	1.4315	-0.0252	-0.069	-0.3862
Si	14.9734	9.7066	1.436	0.2146	-0.0236	-0.3352
Si	12.1931	12.3304	1.1939	0.076	-0.1825	-0.2802
Si	14.9722	15.0714	1.0784	0.2309	0.1156	-0.2414
Si	12.2587	17.6572	1.2391	0.0526	0.1969	-0.0167
Si	14.7109	20.4401	1.2288	0.0856	-0.1183	0.0224
Si	11.9953	23.2024	1.0588	-0.0587	-0.0353	-0.1726
Si	14.9173	25.9399	1.2872	0.0562	0.1773	0.0155
Si	12.0349	28.8873	1.5022	-0.2255	-0.0675	-0.1122
Si	15.083	31.572	1.6146	0.0195	0.0715	-0.2815
Si	0.0948	2.7375	2.7839	0.016	-0.1231	0.2691
Si	2.8382	0.0394	2.8314	-0.1487	-0.0951	0.0196
Si	16.3235	8.2542	2.7209	0.13	-0.0786	-0.1881
Si	2.7659	5.607	2.5215	-0.0708	-0.1769	0.129
Si	16.1472	13.748	2.6982	-0.0018	0.0885	0.1478
Si	2.5153	11.0399	2.8284	0.0125	-0.0915	0.1949
Si	16.2117	19.0578	2.5545	0.042	0.0864	-0.0456
Si	2.6459	16.3866	2.8531	0.1361	0.0533	0.2951
Si	16.2991	24.4909	2.5814	-0.035	0.0215	0.1361
Si	2.5356	21.7681	2.5654	-0.0089	0.2146	0.1558
Si	0.0092	30.023	2.7896	-0.0508	-0.1703	0.0677
Si	2.7251	27.2288	2.6389	-0.0318	0.043	-0.0818
Si	5.4945	2.7715	2.672	0.0022	-0.149	-0.0945
Si	8.1006	0.0968	2.9669	0.0528	0.1959	0.2636
Si	5.3836	8.3032	2.5156	-0.1045	-0.0508	-0.1951
Si	8.1146	5.5792	2.5921	0.017	-0.0663	-0.1831
Si	5.3854	13.7065	2.7373	0.1896	-0.0338	0.164
Si	8.0409	10.9788	2.567	0.1059	0.0018	-0.1042
Si	5.2111	19.2378	2.7955	-0.0147	0.1203	0.1838
Si	8.0626	16.3505	2.5491	0.0599	-0.0491	-0.0747
Si	5.2455	24.5152	2.7292	0.0155	0.0665	0.281
Si	8.0083	21.8324	2.6878	0.0549	-0.1162	0.1312
Si	5.3885	29.9214	2.9002	-0.1523	-0.0698	0.1986
Si	8.0463	27.2896	2.8942	-0.1041	-0.0271	0.2846
Si	10.866	2.8346	2.7749	-0.3202	-0.1259	0.0587
Si	13.723	0.0696	2.989	0.0215	0.0077	0.0413
Si	10.8511	8.2243	2.8115	-0.0329	-0.1432	0.0444
Si	13.6168	5.4752	2.748	-0.1376	-0.0316	-0.0636
Si	10.7054	13.601	2.556	0.0191	-0.0284	0.0386
Si	13.5548	11.051	2.7044	-0.1141	0.0612	0.0891
Si	10.775	19.092	2.4832	-0.0141	0.2822	-0.0525
Si	13.655	16.3903	2.6065	0.0884	-0.014	0.0615
Si	10.8859	24.6268	2.6358	0.023	0.0361	0.098
Si	13.3778	21.8337	2.5552	-0.0283	0.2731	0.2079
Si	10.8976	30.0513	3.133	-0.031	0.0093	0.1195
Si	13.5308	27.3664	2.6515	0.1647	-0.0014	-0.0666
Si	1.451	4.2101	4.0429	-0.0083	0.0125	-0.2189
Si	4.1519	1.4538	4.1448	-0.0884	0.0109	-0.0253
Si	1.2602	9.5747	4.1543	0.0768	0.0546	-0.0447
Si	4.0893	6.9373	3.9894	-0.1182	-0.1175	-0.1871
Si	1.2153	15.0081	4.1079	0.0239	0.023	-0.0997
Si	4.0017	12.3548	4.1105	-0.0409	-0.0591	-0.0425
Si	1.1874	20.4275	3.9628	-0.0318	0.0176	0.001
Si	3.9651	17.804	4.1817	-0.1213	0.0332	-0.0582
Si	1.2919	25.8727	3.9966	-0.0014	-0.098	-0.1552
Si	3.8867	23.1248	4.0405	0.0679	0.039	-0.048
Si	1.4002	31.4278	4.1325	0.0065	-0.0059	-0.1012
Si	3.9739	28.5797	4.1723	0.0806	0.0557	-0.0216
Si	6.8159	4.1754	4.0314	0.0135	0.0599	0.0051
Si	9.5296	1.4813	4.2361	-0.0884	0.0352	-0.2142
Si	6.7461	9.5906	3.9765	0.0275	0.017	-0.04
Si	9.4651	6.8357	4.1024	0.1226	0.0971	-0.0907
Si	6.7705	15.0692	4.0659	-0.0698	-0.064	-0.0291
Si	9.4253	12.2682	4.0178	0.0096	0.1498	-0.0473
Si	6.6865	20.5077	4.1294	0.0201	0.075	-0.1173
Si	9.4519	17.7323	3.9155	0.0593	-0.0713	0.0321
Si	6.6613	25.8587	4.1422	-0.0155	0.1569	-0.0237
Si	9.4596	23.2416	3.9966	-0.059	-0.0331	-0.1155
Si	6.7486	31.399	4.218	0.0492	0.0777	-0.1512
Si	9.4386	28.644	4.2835	0.0404	-0.0684	0.0236
Si	12.2669	4.1419	4.1611	0.076	-0.0692	-0.147
Si	15.1099	1.4496	4.2524	0.0228	0.0735	-0.1598
Si	12.2572	9.6157	4.097	-0.0519	-0.0042	-0.0864
Si	14.9757	6.8761	4.0871	0.0173	-0.004	-0.004
Si	12.1752	15.0055	3.911	-0.0334	-0.001	-0.1203
Si	14.8889	12.3642	4.1218	-0.0307	-0.0062	-0.0351
Si	12.0906	20.4531	3.9625	0.0559	-0.0304	-0.0358
Si	14.9418	17.7442	4.0379	-0.0588	-0.073	0.0167
Si	12.2516	25.9502	4.0588	-0.0825	0.0162	-0.0245
Si	14.8627	23.1716	3.959	0.0197	-0.0001	-0.1717
Si	12.3315	31.4828	4.3027	0.0234	-0.0529	0.0478
Si	14.9616	28.6656	4.0925	-0.0403	0.1751	-0.0911
Si	0.034	32.7739	16.4256	0.0361	-0.0031	-0.0023
Si	2.7747	2.7068	16.4136	0.0146	-0.001	0.0029
Si	0.0493	5.4484	16.4094	0.0071	-0.0279	0
Si	2.7829	8.1843	16.3947	0.0247	-0.0355	-0.0012
Si	0.0244	10.919	16.359	0.0363	-0.0188	-0.0134
Si	2.7568	13.662	16.3464	0.0006	-0.0063	0.0001
Si	0.0027	16.4172	16.3487	-0.0145	0.0226	-0.0099
Si	2.7476	19.1701	16.3589	-0.0063	-0.0156	-0.0098
Si	0.0168	21.9134	16.3724	-0.022	-0.0273	-0.003
Si	2.756	24.6439	16.386	-0.015	-0.021	-0.0001
Si	0.0234	27.3584	16.4264	-0.017	-0.0042	0.004
Si	2.7615	30.0672	16.4356	0.0124	-0.0085	0.0092
Si	5.497	32.7856	16.4288	0.0012	0.0205	0.0004
Si	8.2377	2.7163	16.4214	0.0055	0.0132	-0.0016
Si	5.517	5.463	16.4038	-0.0077	-0.0145	0.0023
Si	8.2418	8.2027	16.3865	-0.0009	-0.0152	0.005
Si	5.5041	10.9193	16.3716	0.0318	-0.0195	0.0025
Si	8.2267	13.6649	16.347	0.0072	-0.0006	0.016
Si	5.4921	16.422	16.3334	-0.0377	0.0021	-0.015
Si	8.2352	19.1734	16.3384	0.0015	-0.0534	-0.0119
Si	5.4944	21.9186	16.3626	-0.018	-0.021	-0.0005
Si	8.2439	24.6417	16.3944	-0.0174	-0.0273	0.0017
Si	5.5024	27.3572	16.4076	-0.0207	-0.0145	-0.0116
Si	8.2427	30.0562	16.4187	-0.0039	-0.0056	-0.0091
Si	10.9824	32.7795	16.4233	0.0062	-0.0233	-0.0061
Si	13.7179	2.7114	16.4221	0.0094	-0.0332	-0.0068
Si	10.9698	5.4564	16.4089	0.0127	-0.0001	-0.0033
Si	13.6992	8.1912	16.3812	0.0226	-0.0147	-0.0089
Si	10.958	10.9404	16.3589	-0.0004	-0.0075	0.0123
Si	13.6794	13.6777	16.3448	-0.0077	-0.0053	0.006
Si	10.9499	16.4116	16.3341	0.0121	-0.0135	-0.0017
Si	13.6823	19.1695	16.3518	-0.0058	-0.0191	-0.0037
Si	10.9732	21.9182	16.3775	-0.0125	-0.0371	0.0026
Si	13.7022	24.6428	16.4093	-0.0271	-0.0183	0.0097
Si	10.9763	27.3443	16.4188	-0.0081	-0.0149	0.0035
Si	13.7043	30.053	16.432	0.0207	-0.0123	0.0048
Si	1.4297	1.3159	17.7847	-0.0524	0.0068	-0.0134
Si	4.167	4.072	17.7604	-0.0109	0.0067	-0.0173
Si	1.4425	6.8013	17.7697	-0.0009	0.04	-0.0065
Si	4.1762	9.5348	17.7569	-0.0538	0.0125	-0.0127
Si	1.4142	12.2702	17.7079	-0.0437	0.0137	-0.0021
Si	4.1463	15.0312	17.6832	0.0477	0.0397	-0.0014
Si	1.3764	17.7894	17.7009	0.0078	-0.005	-0.0114
Si	4.1246	20.5552	17.7107	-0.0057	-0.0181	0.0034
Si	1.3823	23.2892	17.7424	0.0435	0.01	0.0104
Si	4.1246	26.0044	17.7655	0.0469	0.0181	-0.0006
Si	1.3945	28.7095	17.817	0.0079	0.0086	0.0031
Si	4.1431	31.4169	17.8161	-0.0101	-0.0023	0.0083
Si	6.8817	1.3363	17.7926	-0.0217	-0.0198	0.0091
Si	9.6169	4.0804	17.7854	-0.0162	-0.0018	0.0059
Si	6.8969	6.8323	17.7663	0.0179	0.0131	-0.008
Si	9.6193	9.5707	17.7421	0.0082	0.0226	-0.0074
Si	6.8979	12.2744	17.7197	-0.0573	0.0013	-0.0089
Si	9.6091	15.0272	17.6976	0.0063	0.0359	-0.0083
Si	6.8761	17.7948	17.6765	0.0124	0.0286	-0.013
Si	9.6104	20.5353	17.71	-0.034	0.0105	0.0091
Si	6.8675	23.2826	17.7406	0.0102	0.0081	0.0081
Si	9.6227	25.9826	17.795	0.0045	0.0199	-0.0007
Si	6.8865	28.6926	17.7982	0.0076	0.0289	0.0099
Si	9.6382	31.3892	17.7929	-0.0025	0.0436	0.0079
Si	12.3694	1.325	17.7928	0.0118	0.0559	0.0029
Si	15.1064	4.0678	17.7856	0.0186	0.0461	0.0043
Si	12.3518	6.8247	17.763	0.0007	-0.0013	-0.0088
Si	15.0777	9.5516	17.737	-0.0277	-0.017	-0.0098
Si	12.3273	12.3087	17.7146	0.0168	0.0184	0.0024
Si	15.0423	15.0437	17.7087	0.0291	0.0151	0.0001
Si	12.3165	17.785	17.6876	0.0039	0.0026	-0.0289
Si	15.0442	20.5493	17.7173	0.0289	-0.0235	-0.0142
Si	12.3402	23.2798	17.7708	0.0273	0.0004	0.0107
Si	15.0691	25.999	17.8056	0.0372	0.0185	0.0045
Si	12.3596	28.6771	17.8154	-0.0312	0.0128	-0.0058
Si	15.091	31.3958	17.8109	-0.0466	0.0089	-0.0088
Si	0.0877	2.688	19.1474	0.0405	-0.0366	-0.0262
Si	2.7759	32.7717	19.2036	0.0223	0.0385	0.0261
Si	0.0624	8.1853	19.0961	0.0292	-0.0278	-0.0072
Si	2.8421	5.4445	19.1408	-0.0074	-0.0346	0.0126
Si	0.0291	13.6505	19.0246	0.0444	-0.0065	-0.0172
Si	2.7983	10.9105	19.0838	0.0648	-0.0378	0.0036
Si	0.0112	19.1751	19.052	-0.0222	0.021	0.011
Si	2.775	16.4089	19.0158	-0.0511	0.0383	0.0195
Si	0.0508	24.6431	19.1614	-0.022	-0.0284	-0.0238
Si	2.7727	21.9393	19.0821	-0.0039	-0.0304	0.0166
Si	0.0536	30.064	19.231	0.017	-0.0029	0.0274
Si	2.7667	27.3407	19.1744	0.0277	-0.0114	-0.0268
Si	5.5131	2.7115	19.1545	-0.0001	0.0686	0.0078
Si	8.2692	32.7609	19.1366	0.0202	-0.0147	-0.0342
Si	5.5725	8.2081	19.1595	-0.0317	-0.0415	0.0631
Si	8.2567	5.4694	19.1434	0.0045	0.02	0.0054
Si	5.5328	13.6637	19.0359	-0.0248	-0.016	-0.0107
Si	8.2753	10.937	19.1243	0.0144	-0.032	0.0271
Si	5.5414	19.197	19.0228	-0.0128	-0.0879	-0.0214
Si	8.2573	16.4272	19.0197	-0.0236	0.0074	-0.0066
Si	5.52	24.6649	19.1182	-0.0678	-0.0168	-0.0131
Si	8.2766	21.9292	19.0717	0.0014	-0.0659	-0.0175
Si	5.5247	30.0489	19.1782	0.0096	-0.0132	-0.0188
Si	8.2692	27.3421	19.1808	-0.0079	-0.0209	0.0171
Si	11.0039	2.7068	19.1389	0.0226	-0.0343	-0.0114
Si	13.7271	32.7496	19.1789	0.0362	-0.0087	-0.0196
Si	10.9954	8.2195	19.1117	-0.0017	-0.0247	-0.0142
Si	13.7335	5.4559	19.1238	-0.0251	-0.012	-0.0103
Si	10.9653	13.6678	19.0914	0.0113	0.0014	0.016
Si	13.7005	10.9401	19.0666	0.0155	0.0005	-0.0274
Si	10.9915	19.1694	19.0578	0.0632	-0.0872	0.0117
Si	13.6579	16.4166	19.0606	-0.0238	0.0647	0.0196
Si	11.022	24.6552	19.1783	-0.0565	0.0061	0.0154
Si	13.7255	21.923	19.1239	-0.0032	-0.0377	0.0081
Si	10.9975	30.0233	19.1957	0.0248	-0.0017	-0.0194
Si	13.7403	27.3532	19.2275	-0.047	-0.0104	0.0081
Si	1.507	4.0314	20.4903	-0.0227	0.045	-0.0138
Si	4.1644	1.3427	20.549	-0.0455	-0.0775	0.0483
Si	1.4397	9.542	20.4557	-0.0442	-0.0234	0.0177
Si	4.2358	6.7968	20.5189	0.0127	0.0318	-0.0117
Si	1.4301	14.9949	20.35	0.002	-0.0481	-0.0415
Si	4.196	12.2873	20.4069	-0.0074	0.0514	-0.0234
Si	1.3834	20.5611	20.3955	-0.0508	-0.0413	-0.019
Si	4.172	17.7997	20.3184	0.0902	0.0605	-0.0921
Si	1.4187	25.9789	20.5666	-0.0003	0.0383	0.0959
Si	4.1414	23.3127	20.4615	0.0558	0.075	0.0374
Si	1.4239	31.4214	20.6315	-0.0085	-0.0471	0.0585
Si	4.143	28.6896	20.5434	-0.0275	0.0353	0.0515
Si	6.8897	4.0908	20.5037	-0.0252	-0.0559	0.0348
Si	9.6548	1.3061	20.4871	-0.0297	0.027	0.0051
Si	6.9598	9.5787	20.5453	0.0287	0.0026	0.0341
Si	9.6466	6.8554	20.4829	-0.0071	-0.0036	0.0004
Si	6.9385	15.0178	20.3602	-0.0214	0.0744	-0.0158
Si	9.6465	12.295	20.5037	0.0209	-0.0119	0.0358
Si	6.9068	20.5635	20.4005	0.0362	0.0212	0.0415
Si	9.6172	17.7926	20.3848	-0.0474	0.015	-0.0053
Si	6.8879	25.9872	20.5389	0.0267	0.0395	0.0533
Si	9.6419	23.2599	20.483	0.0218	-0.0431	0.0322
Si	6.9425	31.386	20.5277	-0.0271	0.0511	0.0408
Si	9.6612	28.6502	20.5977	0.0094	0.0077	0.0916
Si	12.3752	4.0853	20.4937	0.0299	0.0506	-0.0314
Si	15.1291	1.3082	20.5116	-0.0059	0.0356	0.0272
Si	12.3575	9.6034	20.4669	0.005	0.0223	0.0478
Si	15.1148	6.8226	20.4738	0.0406	0.0233	0.0186
Si	12.3021	15.0573	20.4555	0.0178	-0.0316	0.0422
Si	15.0707	12.3069	20.4047	-0.015	-0.0064	0.0403
Si	12.3593	20.5243	20.4419	-0.0717	0.0516	-0.0148
Si	15.0244	17.8076	20.3888	0.0184	-0.0159	-0.0394
Si	12.4031	25.978	20.6204	0.0726	-0.002	0.0476
Si	15.0991	23.2747	20.525	0.0022	0.0246	0.0441
Si	12.3807	31.3669	20.5683	-0.034	0.003	0.0667
Si	15.1107	28.7014	20.6372	0.0439	0.0086	0.0851
Si	0.0635	0.0235	22.0105	-0.0732	0.0139	-0.011
Si	2.841	2.7125	21.9779	-0.0162	0.0345	0.0421
Si	0.0969	5.3858	21.7689	0.1603	-0.0149	0.094
Si	2.8408	8.1788	21.812	0.0124	-0.0274	0.0412
Si	0.0641	10.9643	21.7581	0.0366	0.0622	-0.0225
Si	2.7976	13.6303	21.7318	0.0772	0.0246	0.1289
Si	0.0092	16.3614	21.6018	-0.0633	0.1062	0.017
Si	2.8361	19.2075	21.626	-0.0464	0.0101	-0.0123
Si	0.0711	21.8982	21.8595	0.0034	-0.0393	0.0118
Si	2.7917	24.6137	21.9331	0.0707	-0.0741	0.0607
Si	0.0895	27.3169	22.014	-0.0237	0.026	0.11
Si	2.8199	30.0285	21.9828	0.013	-0.0211	0.1586
Si	5.5937	32.7833	21.8567	-0.0092	-0.0361	0.0913
Si	8.3016	2.7115	21.7956	0.0101	0.0248	0.06
Si	5.5947	5.4469	21.9635	0.0189	0.0088	0.0203
Si	8.3599	8.2077	21.9375	-0.0155	0.0365	0.12
Si	5.6211	11.0523	21.8383	-0.127	-0.0501	0.0017
Si	8.3021	13.7299	21.8189	-0.008	-0.0177	-0.0418
Si	5.5429	16.4005	21.6136	0.0993	-0.1103	0.1226
Si	8.3047	19.2054	21.7267	0.0173	-0.0725	0.1498
Si	5.591	21.9863	21.7506	-0.1234	-0.0465	0.0011
Si	8.2846	24.6009	21.871	-0.0171	0.0355	0.0048
Si	5.4973	27.3369	21.9249	0.0235	-0.0585	0.0242
Si	8.2699	30.009	21.9526	0.0845	-0.0022	0.0034
Si	10.9556	32.7045	21.8908	0.1251	-0.0143	0.0565
Si	13.7283	2.6623	21.8173	0.0838	-0.083	0.0611
Si	11.0377	5.5134	21.8244	-0.0305	0.0013	0.0638
Si	13.786	8.2818	21.7924	-0.0368	-0.0572	0.0004
Si	11.0235	10.9437	21.912	0.0283	0.0415	0.2
Si	13.7013	13.6681	21.7709	0.048	0.0034	0.1324
Si	10.8882	16.4159	21.8134	0.0409	0.0838	-0.0381
Si	13.7062	19.1752	21.8189	0.0787	-0.0492	0.0357
Si	11.0291	21.8907	21.8305	-0.0007	-0.0321	0.1971
Si	13.7968	24.6029	21.9973	-0.0025	0.0096	0.2119
Si	11.0583	27.3258	22.0392	-0.1102	0.0405	0.0031
Si	13.7649	30.0825	22.0389	-0.0836	-0.0441	-0.025
Si	1.4478	1.3808	23.404	-0.0872	0.1683	-0.0427
Si	4.2891	4.0202	23.3733	-0.0777	0.0619	0.0557
Si	1.5133	6.6905	23.1306	-0.1128	-0.2694	-0.0746
Si	4.218	9.6458	23.0811	-0.0191	0.0319	-0.0993
Si	1.4096	12.3097	23.1387	0.0058	0.0227	0.1151
Si	4.2454	15.0099	22.9932	0.0424	-0.0707	-0.1319
Si	1.4682	17.7196	22.7817	0.0744	-0.1146	-0.1293
Si	4.1405	20.6528	22.9814	0.0818	-0.0233	-0.1691
Si	1.4748	23.178	23.3044	0.0645	-0.0113	0.0213
Si	4.167	25.9683	23.3379	-0.1021	0.1524	-0.054
Si	1.4479	28.676	23.4357	0.1488	0.0032	-0.124
Si	4.2845	31.4177	23.2708	0.0599	-0.0324	-0.2432
Si	7.0133	1.3249	23.1991	-0.0815	0.0895	-0.2016
Si	9.6732	4.09	23.1306	-0.2071	0.1705	-0.1078
Si	7.037	6.7979	23.3222	0.0918	-0.1119	0.1334
Si	9.7223	9.574	23.3858	0.0787	-0.0956	0.1408
Si	6.9681	12.4701	23.2591	-0.0799	-0.1029	0.1803
Si	9.5634	15.0846	23.2833	0.0695	-0.0529	0.19
Si	6.9064	17.7638	22.9391	0.1166	-0.0459	-0.2473
Si	9.616	20.5745	23.1954	0.0465	-0.0363	-0.0525
Si	6.895	23.2937	23.2568	0.0972	-0.0596	-0.0255
Si	9.6626	25.8622	23.3108	0.3222	-0.0827	-0.1513
Si	6.8804	28.6545	23.3183	-0.1552	0.0803	-0.108
Si	9.6651	31.3203	23.3588	-0.0328	-0.0488	-0.0285
Si	12.3547	1.2814	23.1795	-0.0267	0.0309	-0.1951
Si	15.1778	3.9663	23.139	0.0539	0.0274	-0.2305
Si	12.4571	6.9079	23.1371	-0.1927	0.1914	-0.0394
Si	15.1446	9.6537	23.1678	-0.1595	0.0749	0.0918
Si	12.3822	12.3789	23.2747	-0.0207	-0.0707	0.0595
Si	15.0755	15.0812	23.0567	0.0629	-0.1669	0.002
Si	12.2303	17.8385	23.0958	-0.0263	0.0346	0.0226
Si	15.1222	20.5125	23.2079	-0.0721	0.0854	-0.0052
Si	12.424	23.1482	23.3127	0.0538	-0.0792	-0.0272
Si	15.2097	25.9169	23.4741	0.0051	-0.1221	-0.0976
Si	12.4512	28.6975	23.4699	0.0707	0.1024	0.0138
Si	15.0683	31.523	23.4402	-0.2177	0.1518	0.0043
Si	16.343	2.7031	24.7952	-0.1802	-0.035	0.1464
Si	3.0034	0.0621	24.5925	0.0423	-0.0025	0.1592
Si	0.1035	8.1328	24.3096	-0.0317	-0.0336	0.1512
Si	2.7956	5.3166	24.7024	-0.1823	0.1283	0.1491
Si	0.099	13.8028	24.476	0.064	0.0547	0.3707
Si	2.8238	10.9284	24.4844	-0.0518	-0.1318	0.2543
Si	0.274	19.0546	24.1793	0.0482	-0.1336	0.185
Si	2.8121	16.4017	24.134	-0.1178	-0.101	0.4785
Si	0.2382	24.4576	24.8469	-0.0173	0.0099	0.1994
Si	2.9509	21.8465	24.6172	0.1435	0.0411	0.3278
Si	0.1078	30.196	24.7261	0.2096	0.0066	0.0183
Si	2.859	27.2658	24.8529	0.0189	0.0826	0.186
Si	5.8415	2.7076	24.6788	-0.0955	0.0341	0.2091
Si	8.3045	32.7841	24.6174	-0.144	-0.0237	0.2417
Si	5.5803	8.3117	24.4234	0.001	-0.0086	0.1444
Si	8.5175	5.3798	24.7321	-0.1442	0.0826	0.2799
Si	5.5626	13.8652	24.6165	-0.1027	0.0535	0.275
Si	8.3158	11.1118	24.6682	0.0452	-0.0959	0.0389
Si	5.5034	19.1839	24.0709	0.0879	-0.0674	0.2666
Si	8.095	16.5005	24.5282	0.0024	0.0033	0.2165
Si	5.5302	24.5886	24.6837	0.1282	0.0126	0.1448
Si	8.2277	21.9139	24.624	0.2211	-0.0819	0.1467
Si	5.6293	30.0908	24.7528	0.0693	0.1637	0.2325
Si	8.2175	27.1859	24.5598	0.012	0.0279	0.1764
Si	10.9913	2.6923	24.4111	-0.035	0.0504	0.2081
Si	13.537	0.0909	24.8147	-0.0391	-0.013	0.0714
Si	11.268	8.178	24.775	-0.082	0.0998	0.3887
Si	13.791	5.4076	24.2853	0.0015	0.0993	0.236
Si	10.9986	13.7806	24.7212	0.0977	-0.146	0.1941
Si	13.8626	11.0614	24.6558	0.0927	0.1233	0.2353
Si	10.9885	19.1979	24.5769	0.1159	0.0174	0.1646
Si	13.5878	16.4205	24.3122	0.0355	-0.3044	0.2946
Si	11.0241	24.4481	24.72	0.0338	-0.1719	0.1126
Si	13.8221	21.7851	24.7738	0.0621	-0.0073	0.2603
Si	11.0509	30.0671	24.876	0.0165	0.1697	0.1669
Si	13.8185	27.2822	24.8627	-0.0806	-0.1535	0.1294
Si	0.9596	4.3524	26.1373	-0.0077	-0.0399	0.3314
Si	4.6423	1.1681	25.9542	-0.0411	0.0889	-0.008
Si	1.7223	9.1412	25.6451	0.1125	0.0227	0.3176
Si	4.0358	7.07	25.6518	-0.0507	0.1424	0.325
Si	1.841	14.9022	25.6824	0.0204	-0.0546	-0.2548
Si	3.9766	12.5555	25.7711	-0.2049	0.0613	0.0348
Si	1.8923	20.0054	25.597	0.3466	-0.1333	0.3892
Si	4.1011	17.8775	25.3372	-0.0476	0.0247	0.2843
Si	1.8676	25.5358	26.2408	0.1075	0.1098	-0.209
Si	4.1665	23.3627	26.1596	-0.1048	-0.0998	-0.2643
Si	1.8511	31.3491	25.9146	0.0226	0.1858	0.0808
Si	4.0108	28.9918	26.0803	-0.2633	0.0208	-0.1229
Si	7.4479	3.7555	26.1841	0.1932	0.0085	-0.1561
Si	9.6335	1.4425	25.8579	-0.0994	0.1473	0.0216
Si	6.9703	9.6162	25.8583	-0.0643	-0.0206	0.0966
Si	10.3083	6.3651	26.0516	0.3863	-0.2483	-0.2431
Si	6.3212	15.7776	26.0027	-0.0778	0.1967	0.2635
Si	9.9571	12.1258	26.1195	-0.0861	0.3113	0.351
Si	6.9041	20.2288	25.5661	0.0732	-0.09	0.1944
Si	9.2652	18.1226	25.7343	-0.0385	-0.1264	0.1499
Si	6.9259	25.8825	26.0808	-0.0584	0.1241	-0.1582
Si	9.8827	22.8132	26.1354	-0.0034	-0.0362	-0.1876
Si	6.8006	31.7285	26.1324	-0.0505	-0.1866	0.0459
Si	9.7213	28.3615	25.8581	-0.2591	0.2213	-0.1942
Si	12.379	4.1184	25.5918	-0.0105	0.1625	0.3216
Si	14.435	1.855	26.1275	-0.0213	0.0059	0.2938
Si	12.3942	9.9577	26.1528	0.2458	-0.1697	0.014
Si	15.2406	6.6394	25.6142	-0.1634	0.2463	0.3889
Si	12.6539	14.9679	25.9949	0.06	0.3932	0.0013
Si	15.0033	12.7533	25.9641	0.157	-0.0884	0.0193
Si	12.2172	20.6126	26.0991	-0.1684	-0.0529	-0.3044
Si	15.2096	17.6801	25.3007	0.0517	0.0558	0.186
Si	12.7046	25.4552	26.0593	0.2681	0.1946	-0.3472
Si	15.0678	23.2855	26.2563	0.1911	-0.2809	-0.1339
Si	11.864	31.9815	26.3263	-0.2203	0.0596	-0.4454
Si	15.2175	28.8037	26.0701	-0.0465	0.0235	-0.126
Si	4.0546	2.0402	28.8151	-0.0949	-0.0139	0.4712
Si	4.5397	31.2643	35.7118	0.0214	0.0773	-0.2886
Si	16.2722	4.1087	29.088	0.1103	0.219	0.2796
Si	2.5425	4.129	30.652	-0.0151	0.166	0.3284
Si	15.713	11.8086	28.9199	-0.012	0.0023	0.3942
Si	14.0724	16.2909	34.1821	-0.0534	-0.0693	-0.1967
Si	12.3943	22.9366	33.1964	-0.0555	-0.0098	0.0064
Si	3.0561	20.2231	29.8503	0.1041	-0.1154	0.5119
Si	0.569	19.6619	28.1687	0.1195	-0.0312	0.3274
Si	0.6206	27.4117	28.3627	-0.0485	-0.0392	0.213
Si	7.2167	29.1741	32.0795	-0.071	0.0525	0.1514
Si	15.7605	32.0458	30.1028	0.0101	-0.0382	0.5058
Si	9.4228	0.2035	34.4401	-0.0423	-0.1575	-0.1417
Si	9.4956	8.8512	30.3711	0.1823	0.1388	0.5767
Si	4.4091	6.637	30.6384	-0.2816	0.1904	0.2593
Si	4.3957	17.2757	30.5081	-0.2032	-0.0687	0.1218
Si	7.0226	16.0546	29.1311	-0.271	-0.0209	0.3627
Si	5.4954	21.3889	28.1346	-0.0269	-0.1192	0.1901
Si	9.3789	18.0799	28.7484	-0.0565	0.0138	0.2964
Si	8.6781	23.6358	35.1659	-0.0687	-0.0026	-0.0598
Si	5.7706	27.9444	28.1998	-0.0386	-0.1981	0.3496
Si	11.4717	31.6666	32.6397	-0.0225	-0.0073	0.1625
Si	8.193	29.8981	28.2559	0.0662	0.0952	0.116
Si	14.3166	1.6303	29.203	0.0147	0.1473	0.3452
Si	11.9096	6.7036	33.1502	0.1284	0.2509	-0.0362
Si	14.7973	6.8826	28.5574	0.0296	0.0824	0.2092
Si	10.7033	12.6412	29.0362	0.0691	0.0029	0.2992
Si	12.2771	15.1494	28.96	-0.0315	-0.0368	0.3938
Si	14.4381	18.3103	31.8571	0.0757	0.0037	0.2416
Si	14.1472	19.1891	27.7754	0.0305	-0.2112	0.0977
Si	7.0859	23.9728	31.2663	-0.1705	0.1082	0.4761
Si	15.7235	23.21	29.4139	0.115	0.1856	0.3405
Si	8.5493	24.3842	28.4241	-0.1295	-0.1265	0.2977
Si	13.7339	30.5002	28.2397	0.1719	-0.0239	0.2025
Si	2.233	32.2506	28.8522	-0.1102	-0.0914	0.2285
Si	3.9945	2.5411	32.8667	-0.1987	-0.005	-0.0573
Si	0.5692	9.0895	28.4642	0.0337	0.035	0.2572
Si	12.9987	10.707	29.1975	0.0422	0.0378	0.4803
Si	1.5625	12.1333	31.0043	0.1038	-0.128	0.1043
Si	2.5126	16.373	35.6844	0.1284	-0.2337	-0.2534
Si	1.9983	23.003	30.7151	0.1559	-0.2111	0.2272
Si	3.7521	22.9773	34.3984	-0.0001	0.0574	-0.4626
Si	7.9127	19.4738	32.6521	0.0305	-0.1659	0.0921
Si	0.8984	28.9178	34.3723	0.1352	0.1043	-0.1164
Si	6.3476	1.8544	30.7927	-0.1155	-0.0202	0.3198
Si	9.3758	6.2311	31.834	0.0609	0.0714	-0.016
Si	8.5159	7.8911	27.7919	0.0533	0.2241	0.1457
Si	4.3698	8.9676	35.5093	-0.1162	0.0676	-0.392
Si	6.544	13.1737	30.3245	-0.179	0.0136	0.3784
Si	9.4623	16.9309	32.8682	-0.0446	-0.0927	-0.086
Si	4.8831	27.5294	30.9415	-0.119	-0.0959	0.4753
Si	4.1319	24.7251	31.7583	-0.1215	0.0999	0.2329
Si	8.7153	25.6762	33.0292	-0.0869	0.0314	0.0721
Si	7.1645	31.0461	34.3592	0.0483	0.0121	-0.0151
Si	0.971	30.9049	32.13	-0.1035	0.1047	0.0499
Si	11.8677	1.465	30.9561	-0.0144	-0.0448	0.1197
Si	6.0453	5.9687	27.9773	-0.3307	0	-0.0705
Si	14.7628	16.6799	29.4966	0.022	-0.0115	0.4997
Si	13.8217	11.3708	34.8815	0.0811	-0.0209	-0.3907
Si	7.9936	20.5751	29.8831	0.0903	-0.2307	0.3585
Si	0.4419	16.5471	27.5514	0.0232	-0.1078	0.1968
Si	12.3317	28.1696	29.8262	0.0196	-0.1647	0.3759
Si	10.222	21.1552	31.7919	0.0962	-0.059	0.1056
Si	12.932	28.9152	33.59	-0.0347	0.015	0.0107
Si	14.8182	26.18	30.3183	0.0036	-0.0943	0.2978
Si	4.726	4.7865	34.8692	-0.0892	0.0298	-0.3503
Si	3.4102	32.3283	32.9822	-0.0459	0.0661	0.105
Si	16.316	7.7782	35.924	0.08	0.1188	-0.4036
Si	6.6676	9.026	33.7756	-0.1524	0.0436	-0.1774
Si	16.2834	14.6043	35.57	0.0375	0.0323	-0.5297
Si	4.2109	16.4564	33.3291	0.0103	-0.0353	-0.0124
Si	0.8531	22.8388	33.5415	0.0441	-0.0306	-0.0667
Si	6.6854	21.891	33.7066	0.017	0.0785	0.0056
Si	2.5529	29.3917	29.961	-0.0858	0.1951	0.4662
Si	15.3403	27.1566	33.1857	0.0921	0.0275	-0.0156
Si	8.2074	1.7299	36.8663	-0.1134	-0.1819	-0.347
Si	9.151	2.0525	31.9593	-0.1036	-0.0689	0.0644
Si	3.2484	9.5548	29.9591	-0.232	0.0417	0.3651
Si	12.6534	8.1569	30.4968	0.0513	0.0756	0.2377
Si	4.2774	11.2956	37.2324	-0.126	0.03	-0.4227
Si	5.4094	11.1682	28.2103	-0.1586	-0.0068	0.1661
Si	5.4457	16.1391	35.895	-0.211	-0.047	-0.1388
Si	3.7576	14.4419	31.2258	-0.1086	0.0388	0.0554
Si	11.0196	20.2542	37.8876	0.1618	-0.0742	-0.2389
Si	6.0545	31.8654	31.7575	-0.0868	-0.0189	0.1638
Si	7.7746	26.4375	35.7585	0.1062	-0.1005	-0.0857
Si	11.1985	4.0777	32.1938	0.0897	0.0631	-0.0544
Si	10.8048	26.3633	27.9097	0.0875	0.087	0.2828
Si	6.7005	6.2347	32.8851	-0.1585	0.0014	0.0118
Si	12.3594	13.9225	33.6644	0.1051	0.0102	-0.1003
Si	8.046	11.0558	32.2103	-0.075	-0.0829	-0.0302
Si	14.9661	21.5234	32.0096	-0.0103	-0.1134	0.2163
Si	11.0661	24.804	36.0639	-0.1202	-0.0933	-0.111
Si	12.384	29.0889	36.6184	0.0092	-0.0363	-0.2018
Si	9.8804	29.7006	30.8987	-0.0629	-0.093	0.35
Si	1.1731	3.3235	37.5189	0.0709	-0.0494	-0.5072
Si	2.273	27.1937	36.1933	-0.1193	0.0951	-0.3811
Si	0.1756	12.029	33.8908	0.011	-0.0295	-0.1414
Si	3.7538	7.1946	37.8966	0.0389	0.0541	-0.295
Si	1.7882	10.223	35.9287	-0.0414	-0.0544	-0.3479
Si	6.3457	13.3536	36.7649	-0.1333	0.0238	-0.4604
Si	15.2241	20.0132	37.5378	-0.163	0.1559	-0.1095
Si	7.0713	17.2534	37.9867	-0.2711	0.0733	-0.2445
Si	16.1672	25.2753	35.4212	0.028	0.1414	-0.3547
Si	4.1516	23.5808	37.5845	0.0282	0.1204	-0.1964
Si	12.0065	31.7383	38.1939	-0.0583	-0.1806	-0.1536
Si	2.7925	29.6656	37.6076	-0.0337	0.051	-0.3343
Si	2.0827	5.7018	35.8851	0.0274	0.0825	-0.5288
Si	6.075	3.5971	37.3095	-0.0764	0.0951	-0.4038
Si	10.4359	14.5735	31.2198	0.0161	0.1067	0.2676
Si	8.1056	11.1596	35.2378	-0.1848	0.0125	-0.3182
Si	11.2911	16.1403	35.2298	0.1176	-0.048	-0.3308
Si	9.1959	10.6511	38.1145	0.0907	-0.0402	-0.3122
Si	9.96	17.3441	37.6499	0.051	-0.1087	-0.2422
Si	11.4308	18.5814	31.0031	-0.0413	-0.0693	0.2657
Si	5.0945	26.3536	37.1344	0.0755	0.212	-0.4138
Si	5.4968	0.6623	37.4972	0.051	-0.1657	-0.4143
Si	10.2201	27.1407	37.3972	-0.2227	-0.0258	-0.4497
Si	12.4463	4.4311	38.233	0.0221	-0.1122	-0.251
Si	0.0735	30.6003	36.6937	-0.0074	-0.0865	-0.4836
Si	14.168	6.9636	37.7584	-0.1853	0.3969	-0.4054
Si	13.2925	1.6521	37.675	0.2081	-0.0079	-0.2547
Si	14.9542	12.6247	37.6198	0.0115	-0.023	-0.2043
Si	13.4839	8.369	35.2767	0.1541	0.0956	-0.2178
Si	13.1357	21.5741	36.1088	0.0887	0.1958	-0.3052
Si	1.0789	18.1422	37.7526	0.1924	-0.2122	-0.1383
Si	11.4309	26.0101	33.3777	0.2042	0.0924	-0.0815
Si	13.7801	24.3002	37.1812	0.0177	0.0489	-0.4643
Si	16.0162	0.699	37.1799	0.0137	-0.1496	-0.3127
Si	14.8427	28.7559	38.4585	-0.0383	0.0632	-0.2912
O	15.4849	30.14	37.8886	-0.2515	0.1022	0.1586
O	14.5962	1.3936	36.7409	0.0537	0.1592	-0.0403
O	2.448	2.9955	38.5131	0.3821	-0.2077	0.4878
O	5.9904	5.4426	34.102	-0.0964	-0.3591	0.3224
O	0.082	4.1899	38.4199	-0.319	0.6272	0.5709
O	1.4176	4.1457	0.5292	0.2319	-0.0185	-0.3786
O	3.0369	8.4018	38.7032	0.1313	-0.1128	0.0572
O	1.0499	9.7967	39.5468	-0.003	-0.144	0.31
O	12.8372	12.4399	34.1282	-0.2529	-0.2044	-0.1075
O	15.8134	11.6469	38.6267	-0.0968	-0.3328	0.4023
O	3.5373	12.6806	39.6602	0.0669	-0.0707	0.2225
O	1.6051	14.8098	39.5255	-0.069	-0.1483	0.6862
O	0.3329	16.9074	38.5587	-0.0085	-0.4273	-0.0064
O	2.074	17.6353	36.5758	-0.2855	0.3899	0.3202
O	4.0311	17.6462	39.5324	-0.2262	0.3593	0.6199
O	1.9319	19.0752	38.8002	0.3113	0.1275	0.1822
O	15.9421	21.182	38.4569	0.2934	0.0034	0.3123
O	14.9747	23.2744	39.6692	-0.2766	-0.0828	0.0805
O	3.778	23.2699	36.0103	-0.2381	0.0283	0.5885
O	1.228	25.832	39.5311	-0.0781	-0.0455	0.3231
O	2.8267	24.0906	38.4173	-0.1589	-0.145	0.1639
O	15.8853	27.5063	38.5565	0.0827	-0.1349	-0.0739
O	3.3352	29.8849	39.1108	0.0203	0.1911	0.2464
O	1.4017	31.4669	39.9432	-0.0096	-0.1261	0.352
O	4.4291	31.8627	31.7899	0.1463	-0.299	-0.3755
O	5.224	32.7716	38.9344	-0.2022	0.2757	0.2083
O	8.7996	2.082	38.3502	-0.008	0.5801	0.8592
O	6.441	4.3573	38.7295	-0.0679	0.3034	0.2324
O	2.566	6.2334	37.3454	-0.1029	-0.2487	0.5105
O	4.7055	6.3733	38.9035	-0.1333	0.2799	-0.2272
O	9.5493	7.0123	39.4568	0.2099	-0.3064	0.2598
O	8.4186	9.2461	38.5461	-0.0717	0.1035	0.1787
O	4.9237	10.811	38.6549	0.2765	0.0972	0.1485
O	7.1349	12.3829	35.7087	-0.0097	0.1204	0.1019
O	9.1292	10.9682	36.5019	0.2314	-0.234	0.4619
O	9.9984	16.659	34.3779	-0.0666	-0.1689	0.1346
O	6.3165	16.2516	39.0678	-0.1864	0.1309	0.0497
O	8.6715	11.8171	39.1574	0.0212	0.0723	-0.2041
O	7.5319	18.6232	38.722	-0.1359	0.4376	0.0796
O	14.756	19.8957	31.9948	0.1552	0.0332	0.0476
O	4.7902	22.3369	38.4507	-0.0619	-0.242	0.515
O	6.532	20.7573	39.5506	0.0622	-0.3555	0.2734
O	7.0831	25.7636	39.6023	-0.2325	0.0755	0.4183
O	10.1572	21.5607	38.367	0.0387	0.0777	0.0856
O	3.6952	26.4342	36.2831	0.0048	-0.3664	0.2635
O	5.1785	27.2517	38.5143	0.1917	0.0029	0.3625
O	9.0566	29.1846	39.8804	0.4021	-0.1504	0.5459
O	7.1215	31.2281	39.8826	-0.3843	0.1637	0.6081
O	9.6611	1.2095	0.4209	0.0228	0.3959	-0.2762
O	10.6724	32.0172	39.0895	0.0525	0.0606	0.2247
O	12.7201	4.0278	39.8037	0.1446	-0.1045	0.0144
O	0.7051	1.8781	36.9008	0.0002	0.1189	-0.0203
O	11.0161	5.2057	38.4119	0.0392	0.102	0.0515
O	12.4916	3.0501	37.3281	-0.2853	0.2244	0.0228
O	12.5209	9.4358	39.689	-0.07	0.148	0.5481
O	14.2308	7.4176	39.3023	0.2825	0.1691	0.2322
O	10.7874	10.6563	38.4733	-0.3209	0.2782	0.0154
O	8.6744	11.4876	33.698	0.12	-0.1742	0.1747
O	14.2258	11.8045	36.403	0.1096	0.0993	0.2558
O	13.8001	13.3441	38.5079	-0.0325	0.0541	0.1893
O	10.2899	17.0763	39.2045	-0.1162	-0.0691	0.1574
O	12.1105	15.0382	39.4292	0.1068	0.1145	0.6186
O	14.4536	20.5923	36.1877	0.1088	-0.3629	0.386
O	14.2592	19.0745	38.5032	-0.1013	-0.1477	0.126
O	11.9306	19.9498	39.2254	0.22	-0.0694	0.0432
O	8.9839	23.5509	39.566	0.0127	-0.2789	0.1049
O	10.762	25.8567	34.8544	-0.1314	0.182	0.2482
O	13.4219	24.992	38.6055	-0.1186	0.2678	0.4927
O	10.6209	27.5513	38.8924	0.011	0.0064	0.1125
O	10.5409	25.5351	37.4015	-0.1682	-0.0056	0.0415
O	14.484	29.0397	40.0173	-0.0017	0.069	0.1265
O	16.1335	32.1439	36.2404	0.0573	0.01	0.0993
O	3.2714	3.331	29.4299	-0.1249	-0.159	-0.2668
O	0.7684	3.8039	27.7342	0.2636	-0.0378	-0.561
O	1.7184	32.2558	27.3029	-0.2224	0.1714	-0.2709
O	4.0426	2.1135	27.1914	-0.2707	-0.2424	-0.4098
O	15.8024	12.3199	27.3709	-0.0576	0.4054	-0.6372
O	16.0939	10.251	29.1431	-0.2028	-0.1675	0.0591
O	5.0411	6.4653	26.8007	0.0253	-0.026	0.0442
O	6.7039	4.5269	27.4946	0.0723	-0.0828	0.0348
O	16.0724	15.9629	28.8494	0.0135	-0.0606	-0.2854
O	1.7076	15.622	27.1817	-0.0891	0.2177	-0.1271
O	2.808	13.655	26.1366	0.1796	-0.1196	-0.1359
O	4.4244	12.0614	27.2781	0.2393	0.1977	-0.3572
O	7.1772	14.6418	29.9658	0.1415	-0.0113	-0.2359
O	1.0627	20.5821	26.92	-0.0227	-0.0929	-0.1002
O	5.0956	16.9093	26.2824	0.3174	-0.4182	-0.425
O	3.0529	18.898	26.1838	0.0589	0.2113	-0.6784
O	1.2478	26.0676	27.6851	0.1939	-0.1003	-0.1182
O	3.0361	24.4398	26.7382	-0.1063	-0.0859	-0.1751
O	4.1357	20.777	28.781	0.1608	0.1247	-0.4387
O	5.0503	22.8336	27.4833	-0.2583	0.1788	-0.0311
O	2.7698	30.0535	26.3164	-0.0238	-0.0497	-0.0005
O	0.8665	32.4787	29.6988	-0.0024	-0.1985	-0.2095
O	4.4881	28.8012	27.6704	0.0156	-0.2005	-0.0089
O	9.3274	20.2946	32.8664	-0.1685	0.0913	-0.0095
O	8.5952	2.5627	26.6718	0.0447	-0.1949	-0.3372
O	10.6851	0.363	26.6765	0.1183	-0.4736	-0.1868
O	12.2326	2.9072	31.6953	-0.1605	-0.0858	-0.0075
O	8.1799	8.5846	26.3547	0.2116	-0.2074	-0.2134
O	4.4974	10.2479	29.1914	0.4846	-0.1129	-0.2821
O	13.4582	7.2154	29.4341	0.0282	-0.1914	-0.2295
O	9.7969	6.9142	27.5303	0.1573	-0.0598	-0.1113
O	6.8605	15.5991	27.5684	-0.0749	-0.3954	-0.3813
O	5.783	17.0204	29.6708	0.327	0.1144	-0.1269
O	9.6874	12.5465	27.7492	-0.2647	-0.2077	-0.6328
O	11.1722	15.5598	30.1226	0.2768	0.2315	-0.3825
O	5.9619	20.4648	26.897	0.2107	0.0327	-0.0597
O	8.0368	19.1631	26.1032	0.0641	-0.14	-0.3965
O	9.7835	17.6517	27.2382	0.1089	0.0824	-0.2374
O	8.644	19.5447	28.8018	-0.1321	0.0525	-0.2517
O	7.5018	24.9427	27.3069	0.0773	-0.0985	-0.1187
O	6.1113	27.0752	26.8762	0.0534	-0.0312	-0.2383
O	3.8837	28.7842	30.6778	-0.0324	0.1006	-0.0451
O	9.3084	23.1494	27.6693	0.136	0.1867	-0.0672
O	7.55	31.2329	27.5533	-0.2143	0.0393	-0.2323
O	5.6279	0.0003	26.659	0.1066	0.0456	-0.135
O	9.6316	25.5864	28.7318	0.1961	0.1726	0.0605
O	9.0427	29.1001	27.1429	0.1739	0.1459	-0.0336
O	13.3835	3.1327	26.5137	0.4509	-0.0419	-0.4373
O	15.1799	2.9714	29.4918	0.1439	-0.0547	0.1285
O	14.6396	1.193	27.6572	-0.0942	0.1226	-0.4164
O	14.8796	0.5681	30.3044	-0.1938	0.0028	-0.1112
O	11.4297	5.1665	26.4987	-0.0054	0.1711	-0.3183
O	11.0851	10.9468	26.2787	0.1443	-0.2615	-0.2425
O	14.3957	7.1115	26.983	-0.0206	-0.1942	-0.4341
O	0.1038	5.7608	26.2112	-0.0689	-0.0628	-0.1948
O	13.9845	17.7638	28.5449	-0.0147	0.1371	-0.3504
O	13.6945	15.4681	29.7189	-0.1106	0.1332	-0.2918
O	13.8378	13.8706	26.3963	0.0158	-0.0215	0.13
O	12.2133	15.7611	27.4303	0.1892	-0.3322	-0.5676
O	11.0087	21.663	26.5154	0.1286	0.3293	-0.141
O	12.7758	20.0627	27.6023	0.0581	-0.1343	-0.234
O	14.5641	18.89	26.2345	-0.1418	0.072	0.0228
O	15.8674	16.4781	26.2436	-0.0269	-0.192	-0.0872
O	12.0962	25.4204	27.616	0.0404	0.0784	-0.1591
O	14.0695	24.5791	26.3143	-0.2291	0.2441	0.2617
O	15.3412	22.8603	27.8591	0.0195	-0.2598	-0.6643
O	15.4019	19.9521	28.5116	-0.3115	0.0108	0.0397
O	10.3955	26.9342	26.4287	0.2228	0.189	-0.0637
O	12.5402	31.5391	27.7937	-0.0691	0.2242	-0.0024
O	16.2821	28.2277	27.1745	0.0921	0.2985	-0.1369
O	14.1301	29.7739	26.8452	-0.251	-0.2138	-0.1936
O	15.8908	31.3265	31.5783	-0.0159	-0.135	-0.0304
O	3.5408	1.0817	33.3929	0.0079	-0.0369	-0.0437
O	2.7938	3.2843	32.0407	0.0459	0.048	-0.1496
O	3.2852	0.6419	29.2289	0.0419	-0.1134	-0.0067
O	0.947	4.264	30.324	-0.2005	0.1905	0.0247
O	4.3869	3.3476	34.2101	-0.0914	-0.1967	0.1086
O	2.0763	8.9355	29.0333	-0.2198	-0.3704	-0.4019
O	2.8053	9.2169	35.1271	0.1398	-0.3526	0.0466
O	15.3697	17.4783	30.7977	0.0897	0.1514	-0.4082
O	11.4567	11.2437	29.4421	-0.2027	0.0269	-0.2071
O	2.4704	13.4779	31.0972	0.0892	-0.0098	0.0705
O	15.2128	15.8123	35.2524	0.035	0.2362	0.3449
O	0.7982	18.1048	27.7726	-0.1081	0.0424	-0.0901
O	11.4146	20.1956	31.2215	0.148	0.0935	-0.2379
O	2.7917	21.5344	30.8701	0.2015	-0.0618	-0.2592
O	5.1045	22.1153	34.0566	0.0744	0.1113	-0.1604
O	0.9746	23.2066	29.4571	-0.094	-0.1397	-0.3795
O	15.2134	26.1817	31.9032	-0.0926	-0.3685	-0.1459
O	13.3251	26.9182	30.2624	-0.1307	0.3182	-0.0041
O	1.8178	28.3024	29.0038	-0.1358	-0.1271	-0.1578
O	6.1397	27.9847	31.8807	0.1655	0.1023	-0.2968
O	7.3438	29.5875	33.6547	0.0428	-0.1965	-0.0697
O	5.6092	2.1317	29.3629	0.1543	-0.1449	-0.3749
O	3.9972	30.0057	36.5786	0.1766	-0.2053	0.0298
O	7.8116	2.5141	31.1236	0.0049	0.2627	-0.1895
O	9.3119	1.2373	35.7345	-0.0412	0.0004	0.1632
O	8.8684	9.0648	28.8824	-0.026	0.1407	-0.449
O	8.8237	7.4506	30.902	-0.2851	-0.1897	-0.0679
O	5.1185	8.6498	34.1096	0.1115	0.1956	0.2225
O	16.1463	7.7513	28.839	0.1666	0.1525	0.076
O	5.0366	13.5052	30.8576	0.1362	-0.3582	-0.1033
O	6.3645	14.8259	36.0971	0.1602	-0.0384	0.2259
O	3.5654	15.8358	30.3341	0.2429	0.0146	0.0729
O	3.8368	24.2421	33.3125	0.0939	-0.1664	0.0824
O	6.7408	21.4101	29.2239	-0.0511	0.4196	-0.1337
O	8.3895	16.925	29.3691	-0.0045	-0.061	-0.1843
O	5.496	24.1606	31.1031	0.0372	-0.3775	-0.2394
O	3.0726	24.2109	30.641	-0.0536	0.1803	-0.2769
O	8.9629	24.2005	33.6719	0.129	0.0482	0.0419
O	7.6683	22.3688	34.9602	0.1909	0.224	-0.0259
O	6.6869	30.4715	31.2217	-0.1154	-0.0885	-0.2842
O	5.3927	26.9923	29.4804	0.0432	0.156	-0.3675
O	9.2475	30.2144	29.4735	-0.1843	-0.038	-0.3504
O	10.1983	31.0411	31.7996	-0.248	0.1076	-0.3511
O	12.4338	30.3571	32.9531	0.1442	-0.0139	-0.1662
O	9.9041	3.2543	32.8031	0.0555	-0.2588	-0.1526
O	15.2848	5.3843	28.9156	-0.0348	-0.0412	0.0826
O	12.6994	1.6139	29.5462	0.0433	-0.1205	-0.2844
O	12.7637	7.4265	31.9491	-0.0595	0.0467	-0.1126
O	15.7083	7	37.2217	0.1823	-0.2391	0.1417
O	13.0574	9.965	27.7174	0.0485	-0.0669	-0.6449
O	11.9919	13.5755	28.6698	-0.1274	-0.1968	0.064
O	6.2875	10.1844	27.2575	0.2769	-0.2533	-0.2625
O	13.6177	14.9416	33.345	-0.0489	0.1508	0.1277
O	0.777	11.9059	32.4045	-0.1778	-0.1465	0.0286
O	5.4987	16.5108	34.3157	-0.0118	0.2151	0.0152
O	9.1997	21.5205	30.5399	0.0952	0.0355	-0.3648
O	15.3694	22.0399	30.5133	0.1732	0.0734	-0.1052
O	10.7895	18.2048	29.564	-0.1111	-0.0899	-0.1946
O	8.1091	26.7049	34.1631	0.0995	-0.2061	0.0546
O	12.3034	24.6042	33.1364	0.026	-0.1426	-0.2253
O	14.9429	24.6208	29.8184	0.0069	-0.1431	0.0034
O	10.9747	22.3878	32.5571	-0.2175	0.1101	-0.1682
O	7.619	25.4001	31.8731	-0.1583	-0.1797	-0.2298
O	7.8315	23.8759	29.81	0.3865	0.1187	-0.5224
O	6.9827	28.9035	28.7205	0.0384	-0.1719	0.0613
O	13.242	29.4008	29.3256	0.092	0.0777	0.2073
O	1.9462	32.1965	32.2879	0.2327	-0.042	-0.2137
O	16.133	0.2669	38.7518	0.1334	-0.1394	0.347
O	5.3237	2.395	31.9419	0.113	-0.1683	-0.1177
O	5.1095	6.0083	29.3083	0.388	-0.0633	-0.3437
O	0.7222	9.5235	26.9055	-0.0792	0.213	-0.0384
O	5.5324	6.5259	31.8055	0.1254	0.1484	-0.1455
O	0.5766	9.2146	36.3876	0.123	-0.1306	0.1025
O	2.4974	10.7773	30.8017	-0.1138	-0.1713	-0.2477
O	2.9025	8.1305	26.303	-0.0289	0.1435	-0.4289
O	0.4397	12.5304	29.8645	-0.2684	-0.1341	-0.396
O	1.2243	11.3757	34.9423	-0.1077	-0.0672	0.3899
O	2.8615	16.8908	34.1601	-0.1232	0.037	0.0617
O	2.6468	11.036	37.0825	0.1214	-0.1046	0.2466
O	3.6288	18.6997	30.1887	-0.1154	0.2243	-0.1933
O	14.635	17.5222	33.2722	-0.1181	-0.1925	0.1957
O	1.1541	23.3992	32.0523	-0.0832	0.1069	-0.1255
O	7.1614	22.6616	32.3043	0.3331	-0.0221	-0.3229
O	4.1189	26.3523	31.7654	-0.1794	-0.0695	0.0929
O	6.8284	20.2575	33.5878	0.0337	0.0505	0.1485
O	1.5072	29.7246	31.1635	0.171	-0.0552	-0.125
O	0.4304	27.776	33.3119	0.0289	-0.0149	-0.1102
O	6.6036	0.2457	30.8211	-0.1041	0.0203	-0.0878
O	10.4281	5.1383	31.1393	-0.0944	0.2078	-0.0574
O	10.2939	6.9676	33.0047	-0.1529	0.0957	0.1174
O	12.0788	5.061	33.1765	-0.1402	-0.0682	0.1448
O	11.0768	8.4734	30.2191	-0.0675	0.0576	-0.3397
O	7.3732	7.6169	33.4319	-0.0392	-0.0886	0.2236
O	7.2337	7.0297	28.2702	0.199	-0.1492	0.0523
O	7.0468	13.5509	38.2265	0.2036	0.2276	0.3496
O	4.624	17.4504	32.1176	0.0018	0.0388	0.0016
O	7.4514	12.3821	31.4527	-0.1081	0.2232	-0.1787
O	10.1531	18.9521	37.4025	0.0331	0.2933	-0.1225
O	8.1091	17.8671	32.9607	0.0507	-0.1715	-0.203
O	13.5015	22.692	37.2484	-0.0791	-0.1688	0.193
O	11.8687	20.6745	36.5636	-0.198	-0.3895	-0.03
O	3.9451	14.9384	32.7748	-0.1451	0.1825	0.0604
O	10.9137	32.4331	34.0054	0.1427	0.2597	0.2334
O	12.1368	27.4852	33.3272	-0.0674	-0.221	0.0284
O	7.9479	24.819	36.0298	-0.0774	0.2062	0.2612
O	6.5145	32.1087	33.303	-0.215	0.0627	-0.1901
O	11.2592	28.8045	30.8998	0.2153	-0.2408	0.0005
O	8.7972	0.9374	33.1073	-0.0491	0.3389	0.0387
O	10.2208	1.4832	30.8316	0.1201	0.0092	0.0628
O	12.2237	0.0504	31.7581	0.0182	0.1343	0.0675
O	7.0643	0.5458	36.9982	0.1576	-0.2113	0.0237
O	3.1298	5.6437	30.8969	0.0569	-0.006	-0.0612
O	14.131	11.8948	29.3714	-0.1489	0.0246	-0.3715
O	13.3471	9.6349	30.3994	-0.1583	0.0564	-0.1081
O	7.3914	9.6954	35.0673	0.1434	0.1146	0.0887
O	11.4542	13.8785	32.3085	-0.1039	0.1423	-0.2165
O	7.4091	19.6386	31.104	0.1246	-0.0004	-0.2105
O	15.8949	13.7784	36.9237	0.0107	-0.0448	0.4598
O	1.507	19.9759	29.4414	-0.2905	-0.2606	-0.2938
O	0.9902	30.3406	33.6353	0.1674	0.0863	-0.0243
O	12.3406	0.348	37.456	-0.176	-0.0483	0.1332
O	14.4129	28.5012	33.037	0.1384	0.2635	-0.2103
O	0.3369	24.0386	34.5175	0.0644	0.1832	0.2891
O	8.7168	28.7667	31.589	0.0518	0.1883	0.1051
O	10.1886	23.4141	35.8225	0.0297	0.2191	-0.035
O	11.3207	27.6793	28.6755	-0.254	-0.1763	-0.1972
O	15.9001	27.0594	29.4874	0.0874	0.0036	-0.0186
O	1.6091	30.7014	37.194	0.2691	0.1672	0.352
O	1.5305	4.1946	36.1675	0.0264	-0.1546	0.2402
O	3.6946	31.4102	34.3103	-0.1654	-0.218	-0.029
O	2.8977	30.8059	29.2228	0.28	-0.1373	-0.1801
O	0.9786	6.7346	35.2471	0.0445	-0.0206	0.0833
O	15.0681	8.0832	34.8921	-0.0073	-0.1143	-0.0368
O	4.5847	7.7841	36.6153	0.2527	-0.0728	0.3256
O	3.3474	5.6738	34.8361	-0.1372	0.2176	0.2149
O	16.3143	13.587	34.2879	-0.0608	-0.0655	0.0045
O	9.8891	13.3055	30.3144	0.1626	-0.203	-0.1466
O	1.3697	15.2267	35.7121	-0.0414	-0.1399	0.0498
O	3.9025	15.7603	36.2998	0.1619	-0.1669	0.0447
O	15.2746	24.6737	36.6409	0.0995	-0.1619	0.0988
O	13.4826	28.4274	37.6267	0.3419	-0.0546	0.1585
O	2.2846	22.2496	34.1292	0.134	-0.2792	-0.0303
O	16.0505	21.7554	33.2458	0.0311	0.198	0.1417
O	13.1534	31.2557	39.2488	0.1913	-0.2463	0.1685
O	2.2872	28.2777	34.9491	0.1769	-0.3114	0.097
O	15.154	26.2215	34.5219	-0.2785	0.1932	0.2684
O	1.0325	26.1469	35.9933	-0.0277	0.1112	0.0914
O	6.1164	30.8681	35.5653	0.0337	0.1003	0.0107
O	5.1785	4.6198	36.4232	0.0985	0.104	0.3481
O	7.404	3.1227	36.4525	0.1274	0.2405	0.1539
O	5.1814	2.2597	37.6196	0.0393	0.2341	0.3122
O	9.1299	10.1703	31.312	0.1837	-0.2788	-0.2247
O	3.894	8.2078	30.6735	0.212	0.0973	0.111
O	12.4768	7.3545	34.5127	-0.1407	-0.2229	0.3893
O	8.0156	5.4394	32.318	0.2131	-0.1825	-0.0854
O	6.7628	10.0658	32.5157	-0.2257	-0.1309	0.184
O	4.9716	10.3606	36.0884	-0.0502	0.004	0.2699
O	11.4988	14.5432	34.9173	-0.0155	-0.065	0.23
O	4.7978	12.8153	36.9063	-0.0345	0.0396	0.0946
O	8.4749	16.7428	37.3208	-0.05	-0.3421	-0.1246
O	6.0146	17.4138	36.7409	0.0661	0.0236	0.1758
O	10.598	17.8196	32.1527	0.0767	0.3181	0.0036
O	12.9551	18.1067	31.2275	-0.09	-0.0704	-0.3506
O	11.0004	16.4449	36.7816	0.209	0.0922	0.4013
O	4.4831	32.7245	36.4498	-0.0101	0.1466	0.2994
O	2.1992	28.1382	37.5267	0.1387	0.1018	0.3899
O	8.7014	27.3034	36.7945	0.2085	-0.1425	0.1232
O	6.2352	26.829	36.0673	-0.2392	0.2612	0.0137
O	16.3097	29.3509	35.616	0.004	0.0521	0.2991
O	8.5807	31.6633	34.8465	-0.0053	0.0796	0.2849
O	13.0733	29.2474	35.1657	0.0468	-0.1532	0.2104
O	11.8238	30.547	37.1008	-0.1905	0.14	0.2707
O	13.5523	5.4608	37.6132	0.1519	-0.2742	0.2078
O	13.8713	1.7525	39.2021	-0.1511	0.0538	0.3071
O	6.3953	12.1605	29.0511	0.2967	-0.1362	-0.3803
O	15.1655	11.2205	33.9602	-0.0841	-0.2847	-0.0545
O	9.338	15.4964	32.0471	-0.2067	-0.1685	-0.3186
O	13.0857	9.9133	34.9293	-0.2305	-0.1404	0.2287
O	12.7547	22.28	34.6737	-0.1403	0.0919	0.3176
O	12.7116	16.8876	34.8759	0.0804	0.0039	-0.008
O	12.6814	24.7689	36.0684	0.066	-0.1252	-0.1285
O	13.6129	22.3905	32.2834	-0.1265	0.1461	-0.249
O	10.1434	26.1317	32.364	0.1344	0.2322	-0.06
O	15.0639	31.1436	28.9356	-0.2892	-0.0795	-0.3169
O	11.1457	28.068	36.4308	-0.0593	0.1112	0.1492
O	16.3813	19.0372	36.9676	0.1635	0.1918	-0.1349
O	5.2541	24.7879	37.5675	0.1652	-0.2846	-0.0454
O	13.3072	8.0425	36.8702	0.2062	0.0128	0.3504
Si	0.042	32.7976	5.5265	-0.0185	-0.0164	-0.003
Si	2.7498	2.8163	5.4662	0.0127	0.0333	-0.0025
Si	0.0003	5.5119	5.4235	0.0474	-0.0211	-0.0523
Si	2.7108	8.2285	5.4404	0.0152	0.0586	-0.0292
Si	16.2937	10.9738	5.4648	-0.03	-0.0239	-0.0069
Si	2.6295	13.6917	5.4734	0.0011	-0.0273	0.0589
Si	16.2931	16.411	5.4555	0.0374	0.0635	-0.0251
Si	2.5653	19.1681	5.4598	-0.0066	-0.1031	-0.0292
Si	16.26	21.8264	5.3516	-0.0811	-0.0358	-0.0675
Si	2.6109	24.5339	5.4358	-0.0505	0.0211	-0.0574
Si	16.3524	27.2694	5.4064	-0.008	0.0026	-0.0641
Si	2.6883	30.0282	5.5163	-0.0446	-0.0198	0.0205
Si	5.4204	0.0202	5.5345	-0.0335	-0.0862	0.0188
Si	8.1303	2.8421	5.5206	0.1011	-0.0539	-0.0394
Si	5.4276	5.5354	5.3943	-0.0073	-0.0133	-0.0681
Si	8.1051	8.2425	5.4164	-0.0259	-0.0718	-0.0231
Si	5.4039	10.9477	5.4096	-0.0284	0.0108	-0.0529
Si	8.1301	13.679	5.4188	0.0517	0.0118	-0.044
Si	5.3975	16.4224	5.4547	0.0554	0.0208	-0.028
Si	8.1207	19.0958	5.3791	-0.0935	-0.0205	-0.0868
Si	5.3279	21.875	5.46	0.0029	-0.0431	-0.0001
Si	8.1137	24.5503	5.4514	-0.0122	-0.0359	-0.0276
Si	5.37	27.2601	5.5268	-0.0295	-0.0313	-0.0268
Si	8.122	30.0667	5.5868	0.0399	0.0393	0.0806
Si	10.9057	0.0598	5.5603	0.0206	0.109	0.0251
Si	13.6557	2.7864	5.5312	0.0096	0.0101	0.0354
Si	10.8722	5.5077	5.485	-0.0129	0.0055	-0.0155
Si	13.6201	8.2401	5.4644	0.0106	0.0181	-0.0263
Si	10.8364	10.955	5.4204	-0.0437	-0.0658	0.0083
Si	13.5044	13.7209	5.4278	0.0147	-0.0846	-0.0159
Si	10.8501	16.3999	5.3231	0.0134	0.0436	-0.061
Si	13.5312	19.1283	5.3522	-0.0014	0.021	-0.0648
Si	10.8144	21.8568	5.3786	-0.0119	-0.0289	-0.0643
Si	13.6071	24.5675	5.4065	0.0221	0.0225	-0.0449
Si	10.8912	27.2689	5.505	-0.0779	-0.06	0.0211
Si	13.6796	30.0407	5.5543	0.0283	-0.0463	0.001
Si	1.3968	1.4095	6.8428	0.0157	-0.0378	-0.0159
Si	4.1109	4.1679	6.8271	-0.0566	-0.0356	-0.0014
Si	1.3568	6.8613	6.8166	-0.0334	-0.0222	-0.0116
Si	4.0651	9.592	6.8131	-0.0183	-0.0174	-0.0149
Si	1.2849	12.3091	6.8323	0.0711	-0.01	-0.0041
Si	4.0292	15.0529	6.8143	-0.075	0.0329	-0.01
Si	1.2548	17.7705	6.8272	0.001	0.024	0.0217
Si	3.9821	20.4979	6.8164	0.0002	0.0508	0.0321
Si	1.2348	23.1722	6.7732	0.0281	0.0552	0.0024
Si	3.9914	25.8865	6.8386	0.0646	0.0285	0.0292
Si	1.2974	28.6453	6.8257	-0.0061	0.0817	-0.0189
Si	4.0563	31.424	6.8698	0.0035	0.042	-0.0147
Si	6.8036	1.4057	6.8671	0.0154	-0.009	-0.0172
Si	9.5349	4.1533	6.8779	-0.032	-0.0143	0.0359
Si	6.7801	6.8694	6.8071	-0.0043	0.0297	-0.0078
Si	9.4971	9.5781	6.7983	0.0407	0.0268	-0.034
Si	6.775	12.3081	6.7902	-0.0084	0.0116	-0.0286
Si	9.5181	15.0482	6.7606	-0.0194	-0.031	-0.0296
Si	6.7788	17.7709	6.8067	0.0197	-0.0319	0.0022
Si	9.4793	20.4756	6.7588	0.0169	0.0478	0.0048
Si	6.7416	23.2038	6.8205	0.012	0.0326	0.0192
Si	9.4977	25.9089	6.8325	0.0469	0.0239	0.0215
Si	6.7477	28.6553	6.8807	-0.0003	0.0516	0.0178
Si	9.5349	31.4571	6.8855	-0.0174	-0.0334	0.0297
Si	12.2999	1.4084	6.8997	-0.02	-0.0298	-0.0068
Si	15.0541	4.1552	6.841	-0.0806	0.0268	0.0033
Si	12.2606	6.8686	6.8315	-0.0325	0.0271	-0.008
Si	14.9758	9.5922	6.8428	-0.0243	0.0241	0.0185
Si	12.1994	12.3161	6.8027	-0.0176	0.0587	0.0006
Si	14.9178	15.0461	6.7998	-0.0147	0.0417	0.0104
Si	12.2066	17.7522	6.7431	-0.0053	-0.0082	-0.0461
Si	14.9162	20.4723	6.7492	0.0391	0.0204	-0.022
Si	12.2207	23.2018	6.7572	-0.0069	0.0251	-0.0022
Si	14.9823	25.9232	6.7903	0.0351	-0.0151	-0.0017
Si	12.2668	28.6628	6.8569	0.0027	0.0544	0.0025
Si	15.0542	31.4314	6.8816	0.0295	-0.0276	-0.0058
Si	0.0066	2.7618	8.2022	-0.0175	-0.0295	-0.0046
Si	2.724	0.0181	8.2238	-0.0149	-0.0282	0.0197
Si	16.3782	8.2224	8.1827	0.0424	0.0297	-0.002
Si	2.7214	5.4997	8.1978	0.0043	-0.0123	0.0026
Si	16.3173	13.6905	8.171	0.0089	-0.0234	-0.0102
Si	2.6874	10.9494	8.1788	-0.0109	0.0019	0.0056
Si	16.2964	19.1492	8.1648	-0.0081	-0.0563	0.0004
Si	2.6644	16.4214	8.1765	0.0359	0.0105	0.0007
Si	16.3387	24.5688	8.1707	-0.029	-0.0138	0.0007
Si	2.6352	21.8679	8.1785	0.0195	-0.0318	-0.0022
Si	16.3967	30.0411	8.2244	-0.0327	0.0021	0.0212
Si	2.6725	27.2981	8.1995	-0.0179	-0.0347	-0.0056
Si	5.4447	2.7775	8.2172	0.0048	-0.0217	-0.0011
Si	8.1735	0.0304	8.2331	0.0422	0.0055	-0.0049
Si	5.428	8.2256	8.1875	-0.0034	-0.0233	0.0111
Si	8.1555	5.5196	8.2073	0.0666	-0.0009	0.0124
Si	5.4134	13.6784	8.1627	-0.0146	-0.0358	0.0054
Si	8.1489	10.951	8.1693	0.0009	-0.0098	0.0072
Si	5.3983	19.1422	8.1603	-0.0189	-0.0257	-0.0119
Si	8.1607	16.4048	8.1542	-0.0144	0.0153	0.0085
Si	5.4031	24.5739	8.2031	0.0044	0.0188	-0.0061
Si	8.1371	21.8415	8.1596	-0.0667	-0.0551	-0.0115
Si	5.4206	30.0585	8.2345	0.0267	0.0006	0.0025
Si	8.1594	27.3029	8.2079	0.01	0.0223	-0.0198
Si	10.9122	2.773	8.2339	0.0198	-0.0152	0.0102
Si	13.6758	0.0091	8.2233	-0.0293	-0.0097	0.016
Si	10.8833	8.2293	8.1831	0.0167	-0.0291	0.0062
Si	13.6548	5.5056	8.1933	0.0501	-0.0107	0.0082
Si	10.8639	13.6928	8.1685	0.0241	-0.0076	0.0088
Si	13.5969	10.9639	8.1786	0.0024	-0.0553	-0.0054
Si	10.8693	19.131	8.1311	-0.0112	-0.0091	-0.0058
Si	13.5783	16.4255	8.1591	0.0213	-0.0215	0.005
Si	10.8925	24.5613	8.1734	-0.0742	-0.0236	0.0073
Si	13.5952	21.8562	8.1398	0.0029	-0.0077	-0.0017
Si	10.9162	30.0631	8.2124	-0.0012	0.0077	0.0046
Si	13.6504	27.2992	8.1924	-0.033	0.0136	-0.0043
Si	1.375	4.1161	9.5729	0.0002	-0.0046	-0.0119
Si	4.0996	1.3828	9.5815	-0.007	-0.0038	0.0035
Si	1.3465	9.574	9.5563	0.0002	-0.0067	-0.0032
Si	4.0888	6.8509	9.5701	-0.0272	0.0222	-0.0067
Si	1.3096	15.0411	9.5357	-0.0043	0.0253	-0.0037
Si	4.0645	12.3085	9.542	-0.0066	0.0182	-0.0087
Si	1.287	20.4945	9.5403	0.0142	0.0295	-0.0008
Si	4.0498	17.7743	9.5381	0.0002	-0.006	0.007
Si	1.31	25.9327	9.5549	0.023	0.0327	-0.0026
Si	4.0311	23.2152	9.5538	0.0208	0.0162	0.0085
Si	1.3619	31.4316	9.574	0.002	0.0129	0.0082
Si	4.0522	28.6747	9.5684	0	0.0434	0.0119
Si	6.8264	4.1243	9.5823	-0.0052	-0.0109	-0.0141
Si	9.5607	1.3831	9.592	0.0002	-0.0095	0.0093
Si	6.8091	9.5767	9.5515	-0.0032	0.0063	-0.0122
Si	9.5485	6.8553	9.5698	-0.0327	0.0211	0.0021
Si	6.7972	15.0377	9.5259	0.0132	0.0016	-0.0139
Si	9.5239	12.3093	9.5382	-0.0169	0.0269	-0.0117
Si	6.7765	20.4928	9.5372	0.0127	0.0296	0.0071
Si	9.5252	17.7718	9.5248	-0.0035	-0.0027	-0.0098
Si	6.7868	25.9444	9.5631	-0.0047	0.0198	0.0139
Si	9.5183	23.2051	9.5327	0.0529	0.0148	-0.0001
Si	6.8131	31.4367	9.5767	-0.0032	0.0039	0.017
Si	9.5406	28.6873	9.5595	-0.0002	0.0176	0.0206
Si	12.3072	4.1266	9.5761	-0.0299	-0.0014	0.0024
Si	15.0486	1.3812	9.5736	-0.0039	-0.0077	0.0092
Si	12.2654	9.5777	9.5524	-0.0288	0.0448	-0.0003
Si	15.0306	6.852	9.5644	-0.0439	0.0104	-0.003
Si	12.2468	15.0439	9.5365	-0.0013	0.0076	-0.0124
Si	14.9846	12.309	9.5469	-0.0014	0.0247	-0.0023
Si	12.243	20.4908	9.5144	0.0182	0.0091	-0.0156
Si	14.9611	17.7726	9.5355	-0.0014	0.0403	0.0042
Si	12.2665	25.9384	9.5409	0.0256	0.0123	0.0054
Si	14.9702	23.2117	9.5306	0.015	0.0276	-0.0119
Si	12.298	31.4338	9.5701	0.0108	-0.0076	0.0199
Si	15.0125	28.6771	9.5667	0.0072	0.0334	0.0104
Si	0.0039	32.8049	10.9394	-0.0119	-0.0203	0.007
Si	2.7347	2.7424	10.9474	-0.0048	-0.0267	-0.0003
Si	16.4001	5.4754	10.9327	0.0122	-0.0105	-0.0027
Si	2.719	8.2101	10.9291	0.0091	-0.0125	0.0094
Si	16.3763	10.9446	10.9088	0.0112	-0.0116	0.0031
Si	2.6981	13.68	10.9015	0.0015	-0.0188	0.0032
Si	16.3575	16.4196	10.8976	0.0048	-0.0213	-0.0046
Si	2.6895	19.1487	10.9013	0.0072	-0.0167	-0.0028
Si	16.3561	21.8787	10.9123	-0.0048	-0.0267	-0.0055
Si	2.7003	24.6017	10.9285	0.0072	-0.0029	-0.0042
Si	16.3842	27.3228	10.9318	-0.02	-0.0174	-0.0015
Si	2.7242	30.0657	10.9425	0.0005	-0.0022	0.0054
Si	5.4658	0.008	10.947	0.0095	0.0038	0.0028
Si	8.1978	2.7509	10.9505	0.0239	-0.0074	0.0082
Si	5.4576	5.4817	10.9428	0.0121	-0.0158	-0.0061
Si	8.1835	8.217	10.9283	0.0359	-0.0032	0.0034
Si	5.4427	10.9442	10.9098	0.0002	-0.0104	-0.0002
Si	8.1678	13.6789	10.9018	-0.0106	-0.0262	0.0002
Si	5.4366	16.4111	10.8953	-0.0138	0.0015	0.0026
Si	8.1674	19.142	10.8976	-0.0211	-0.0224	-0.0018
Si	5.4305	21.8719	10.9107	-0.0249	-0.0323	-0.0015
Si	8.1812	24.5924	10.9122	-0.0297	-0.0125	-0.007
Si	5.445	27.3317	10.9315	0.0092	-0.005	0.0013
Si	8.1939	30.0694	10.9334	0.0053	-0.0007	0.0053
Si	10.9376	0.0013	10.9404	-0.0049	-0.002	0.013
Si	13.6741	2.7428	10.938	0.0084	-0.0083	0.0027
Si	10.9302	5.4847	10.9348	0.0284	-0.0113	0.0048
Si	13.6539	8.2151	10.9205	0.0314	-0.0114	0.0022
Si	10.9049	10.9488	10.9097	0.0253	-0.0211	0.0005
Si	13.631	13.6859	10.9051	0.0153	-0.0094	0.0006
Si	10.8989	16.4195	10.9018	-0.001	-0.0076	-0.0048
Si	13.6223	19.1537	10.9021	-0.0025	-0.0346	-0.0066
Si	10.9046	21.8646	10.9003	-0.0409	-0.0219	-0.0004
Si	13.642	24.5947	10.9136	-0.0281	-0.0207	-0.001
Si	10.9249	27.3269	10.915	-0.0137	0.0058	-0.0015
Si	13.6655	30.0628	10.9326	-0.0186	-0.0106	0.0123
Si	1.3799	1.3572	12.3092	-0.0002	0.0075	0.0043
Si	4.1142	4.0957	12.3127	-0.0118	0.0079	-0.0029
Si	1.3764	6.8261	12.3008	-0.0177	0.0132	-0.0059
Si	4.1019	9.5649	12.2865	-0.0145	0.0106	-0.0048
Si	1.3555	12.2991	12.2759	-0.0047	0.02	-0.0087
Si	4.0807	15.0386	12.2669	-0.0026	0.0091	-0.0078
Si	1.3369	17.776	12.2675	0.0107	0.011	-0.0056
Si	4.0684	20.5091	12.2734	0.017	0.0146	-0.0006
Si	1.3337	23.2399	12.2856	0.0169	0.0134	0.0002
Si	4.0806	25.97	12.2947	0.0086	0.0186	0.0067
Si	1.3573	28.6943	12.2977	0.0051	0.0239	0.0075
Si	4.1063	31.4302	12.3052	0.0064	0.0046	0.0092
Si	6.8479	1.3634	12.3149	-0.0012	0.0073	0.0065
Si	9.5866	4.1007	12.3112	-0.0092	0.0069	0.0019
Si	6.8438	6.8327	12.3012	-0.0177	0.009	-0.0064
Si	9.5672	9.5689	12.2865	-0.0305	0.0186	-0.0001
Si	6.822	12.3011	12.2715	-0.0026	0.0185	-0.0049
Si	9.5477	15.0398	12.262	-0.0023	0.0222	-0.0118
Si	6.8106	17.7737	12.2654	0.0088	-0.0033	-0.0092
Si	9.5428	20.5064	12.2683	0.0157	0.0038	-0.0062
Si	6.812	23.2383	12.2775	0.0124	0.0182	0.0004
Si	9.5584	25.9634	12.279	0.0107	0.0092	0.0053
Si	6.8284	28.699	12.2957	-0.0041	0.0247	0.0117
Si	9.5755	31.4292	12.3048	0.0054	0.0036	0.01
Si	12.3181	1.3604	12.3075	-0.0083	-0.0003	0.0054
Si	15.0519	4.0947	12.3079	-0.0201	-0.0001	-0.0018
Si	12.3135	6.8339	12.3005	-0.0216	0.015	-0.0037
Si	15.0366	9.5651	12.2877	-0.0163	0.0219	-0.0059
Si	12.2891	12.3021	12.2711	-0.0116	0.0178	-0.0082
Si	15.0146	15.0412	12.2683	0.0047	0.0165	-0.0061
Si	12.2752	17.7803	12.2677	0.0093	0.0234	-0.0064
Si	15.0017	20.5116	12.2751	0.0169	0.0219	-0.002
Si	12.277	23.2336	12.2735	0.0185	0.0144	0
Si	15.0147	25.9615	12.2875	0.0146	0.0205	0.0053
Si	12.2981	28.6922	12.2903	0.009	0.0178	0.0115
Si	15.0428	31.4274	12.3003	0.0018	0.0234	0.009
Si	0.0185	2.7217	13.678	0.0106	-0.0124	-0.0009
Si	2.7494	32.7946	13.6792	0.0027	-0.0037	0.0009
Si	0.0106	8.1941	13.6578	0.0201	-0.0263	0.0005
Si	2.7488	5.4591	13.6736	0.0165	-0.015	0.001
Si	16.3954	13.6754	13.6319	0.0064	-0.0074	0.0001
Si	2.7361	10.9317	13.6435	0.0088	-0.0132	0.004
Si	16.3918	19.1592	13.6339	-0.0079	-0.0235	-0.0077
Si	2.7216	16.416	13.6305	-0.0035	0.0021	-0.0036
Si	16.3987	24.6245	13.6596	-0.0184	-0.0134	-0.0008
Si	2.7251	21.8927	13.6445	-0.0048	-0.025	-0.0026
Si	0.0097	30.0659	13.6735	0.004	-0.0141	0.0039
Si	2.7381	27.3506	13.6705	-0.0039	-0.0091	0.0017
Si	5.4873	2.7287	13.6826	0.0016	-0.0118	0.0012
Si	8.2208	32.7983	13.6827	0.001	0.0053	0.0047
Si	5.4774	8.199	13.6555	0.019	-0.0139	0.0008
Si	8.2202	5.467	13.6712	0.0155	-0.0124	-0.0017
Si	5.462	13.6723	13.631	-0.0013	-0.0165	-0.0012
Si	8.2005	10.9379	13.6373	0.0118	-0.0101	0.0038
Si	5.4595	19.1571	13.6314	-0.0238	-0.0198	-0.0032
Si	8.1936	16.4137	13.6246	-0.0045	-0.0096	-0.0025
Si	5.4726	24.6232	13.6529	-0.0089	-0.019	-0.0002
Si	8.2029	21.8934	13.6395	-0.0194	-0.0237	-0.0009
Si	5.4818	30.0728	13.6759	-0.004	0.0041	0.0027
Si	8.2146	27.3426	13.6569	-0.0122	-0.0121	-0.0032
Si	10.9568	2.7259	13.6813	0.0091	-0.004	0.0052
Si	13.6889	32.7943	13.6766	0.0035	-0.0162	0.0041
Si	10.9446	8.2028	13.6553	0.0225	-0.006	0.0003
Si	13.6858	5.4606	13.6725	0.0188	-0.0137	0.0025
Si	10.9286	13.6776	13.6227	0.0072	-0.0135	0.0001
Si	13.669	10.9386	13.6393	0.0151	-0.0116	0.0039
Si	10.9286	19.1592	13.6332	-0.0182	-0.031	-0.0041
Si	13.6603	16.4218	13.6253	-0.0015	-0.0118	-0.0052
Si	10.9415	24.6183	13.6499	-0.0117	-0.0209	0.0022
Si	13.6629	21.8962	13.6454	-0.0181	-0.0285	-0.0046
Si	10.9526	30.0647	13.6707	-0.013	-0.01	0.0057
Si	13.6746	27.3409	13.6629	-0.0088	-0.0121	0.0057
Si	1.4019	4.0749	15.0437	-0.0197	0.0056	-0.0073
Si	4.1334	1.3435	15.0459	-0.004	0.0119	0.0012
Si	1.3989	9.5451	15.0187	-0.0248	0.0172	-0.0083
Si	4.1366	6.8165	15.0288	-0.0245	0.0118	-0.0054
Si	1.3697	15.0359	14.9967	-0.0015	0.0036	-0.0079
Si	4.1231	12.2856	15.0018	-0.0135	0.0229	-0.0022
Si	1.3618	20.5272	15.0038	0.0213	0.0088	-0.0027
Si	4.0985	17.7863	14.9914	0.0136	0.0021	-0.0137
Si	1.3671	25.9928	15.0328	0.0293	0.0152	0.0072
Si	4.1005	23.2647	15.0094	0.016	0.0064	-0.0031
Si	1.3921	31.4174	15.0476	-0.0158	0.0103	0.0059
Si	4.1167	28.7096	15.0454	0.0201	0.0226	0.0046
Si	6.873	4.0863	15.044	0.0044	0.0173	-0.0005
Si	9.6039	1.3458	15.056	-0.007	0.004	0.0033
Si	6.8628	9.5548	15.0102	-0.025	0.0101	-0.0009
Si	9.6015	6.8242	15.0326	-0.0105	0.0084	-0.0005
Si	6.8458	15.0331	14.9875	-0.0041	0.0185	-0.0078
Si	9.5838	12.2975	14.9881	-0.0074	0.0193	-0.0032
Si	6.8375	20.5285	14.995	0.0096	0.0036	-0.0072
Si	9.5724	17.7791	14.9819	-0.0025	0.0133	-0.0111
Si	6.8515	25.9845	15.0276	0.0087	0.0156	0.0068
Si	9.579	23.2587	15.0143	-0.0016	0.0091	0.0012
Si	6.8626	31.4233	15.0542	-0.0022	0.003	0.0063
Si	9.5952	28.6924	15.0388	0.0021	0.0216	0.0088
Si	12.3383	4.081	15.0517	-0.0079	0.0115	0.0013
Si	15.0705	1.3407	15.05	-0.01	0.0224	0.0003
Si	12.3252	9.5609	15.0138	-0.005	0.01	-0.0051
Si	15.0708	6.8141	15.0365	-0.0142	0.0216	-0.0084
Si	12.3078	15.0393	14.9784	0.008	0.0321	-0.0092
Si	15.0489	12.2956	15.0012	-0.0008	0.02	-0.0033
Si	12.3014	20.529	15	0.0173	0.0047	-0.0026
Si	15.033	17.7865	14.9908	0.023	0.0126	-0.0108
Si	12.3159	25.977	15.031	0.0008	0.0098	0.0035
Si	15.0332	23.2646	15.0191	0.031	0.0086	0.0086
Si	12.3364	31.4146	15.0478	-0.0022	0.0319	0.0057
Si	15.0506	28.6975	15.0409	-0.006	0.0098	0.0043

Results
total energy: -236503.539 eV
total energy less fixed offsets of O -438.35, Si -107.03 eV per atom: 4.161 eV
